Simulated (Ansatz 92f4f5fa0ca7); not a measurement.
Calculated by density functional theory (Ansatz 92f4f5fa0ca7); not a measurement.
Periodic cell of 231 atoms, Si140O85As6, from a study of silicon, its oxide and their interface. The atomic structure is a simulated model.
Doubt: the cutoff is far below the 930 eV that the study's wrapper takes by default for these files, so forces and energies are approximate.
This geometry differs little from another in the collection (a relaxation step or a small displacement).

Settings: functional PBE; potential files Ansatz PAW; basis plane waves; wave-function cutoff 580 eV; density cutoff ratio 5; exchange-correlation grid ratio 1; k mesh 1 x 1 x 1, Gamma-centred; self-consistency stop 5e-08 eV per atom in the density residual; occupations fixed; spin none; net charge 0.

Cell vectors (angstrom)
a	11.6015	0	0
b	0	10.938	0
c	0	0	32.6625

Atoms: element, x, y, z (angstrom)
Si	0.0341	-0.0457	24.1414
As	3.9075	-0.216	23.9015
As	7.8662	-0.3373	23.9066
Si	2.0147	1.2551	24.1758
Si	5.9692	1.0977	24.095
Si	9.6635	1.2882	24.0803
Si	-0.235	5.4465	23.9785
Si	3.7792	5.2958	23.6495
Si	7.8339	5.5227	23.8687
Si	1.8049	6.6866	23.8496
Si	5.7573	6.7702	23.6445
As	9.6379	7.1235	23.8567
Si	1.9455	2.7567	25.9623
Si	5.8191	2.7192	25.8243
Si	9.6312	2.7251	25.9462
Si	-0.0345	4.0735	25.9085
Si	3.8771	4.1077	25.7763
Si	7.7226	4.1366	25.843
Si	1.9313	8.0748	25.8592
Si	5.7959	8.0721	25.7701
Si	9.675	8.1471	26.0073
Si	0.0157	9.4856	26.0088
Si	3.8724	9.4613	25.9145
Si	7.7385	9.4644	25.976
Si	0.0063	0.0039	27.8601
Si	3.8731	-0.042	27.8141
Si	7.7002	-0.0216	27.836
Si	1.9503	1.3494	27.856
Si	5.7846	1.369	27.8012
Si	9.643	1.334	27.8471
Si	0.0128	5.4476	27.8379
Si	3.8923	5.4359	27.781
Si	7.7234	5.4506	27.8206
Si	1.9554	6.7911	27.8381
Si	5.8037	6.8215	27.8004
Si	9.6714	6.7722	27.8851
Si	1.9336	2.7345	29.7633
Si	5.8008	2.7345	29.7633
Si	9.6679	2.7345	29.7633
Si	0	4.1018	29.7633
Si	3.8672	4.1018	29.7633
Si	7.7343	4.1018	29.7633
Si	1.9336	8.2035	29.7633
Si	5.8008	8.2035	29.7633
Si	9.6679	8.2035	29.7633
Si	0	9.5708	29.7633
Si	3.8672	9.5708	29.7633
Si	7.7343	9.5708	29.7633
Si	0	0	31.6969
Si	3.8672	0	31.6969
Si	7.7343	0	31.6969
Si	1.9336	1.3673	31.6969
Si	5.8008	1.3673	31.6969
Si	9.6679	1.3673	31.6969
Si	0	5.469	31.6969
Si	3.8672	5.469	31.6969
Si	7.7343	5.469	31.6969
Si	1.9336	6.8362	31.6969
Si	5.8008	6.8362	31.6969
Si	9.6679	6.8362	31.6969
Si	1.9336	2.7345	0.9679
Si	5.8008	2.7345	0.9679
Si	9.6679	2.7345	0.9679
Si	0	4.1018	0.9679
Si	3.8672	4.1018	0.9679
Si	7.7343	4.1018	0.9679
Si	1.9336	8.2035	0.9679
Si	5.8008	8.2035	0.9679
Si	9.6679	8.2035	0.9679
Si	0	9.5708	0.9679
Si	3.8672	9.5708	0.9679
Si	7.7343	9.5708	0.9679
Si	0.0117	0.051	2.8563
Si	3.849	0.041	2.8911
Si	7.746	0.0394	2.8658
Si	1.9306	1.4322	2.9515
Si	5.7981	1.3853	2.8886
Si	9.6815	1.4127	2.9001
Si	0.0364	5.4651	2.973
Si	3.8418	5.4575	2.9134
Si	7.7258	5.5295	2.8642
Si	1.9331	6.858	2.909
Si	5.7642	6.8227	2.8662
Si	9.7017	6.8284	2.9211
Si	1.9399	2.7459	4.9654
Si	5.823	2.7794	4.802
Si	9.6878	2.9679	4.7122
Si	0.0519	4.2217	5.0504
Si	3.8729	4.1474	4.8938
Si	7.7168	4.2399	4.8162
Si	1.9127	8.2403	4.8274
Si	5.7589	8.2148	4.7579
Si	9.7	8.2158	4.8455
Si	-0.0087	9.6524	4.7769
Si	3.8507	9.6198	4.815
Si	7.7324	9.486	4.6849
Si	-0.0818	0.2295	6.6071
Si	3.8723	0.0306	6.779
Si	7.8482	-0.0226	6.4838
As	1.9393	1.5031	7.0781
Si	5.9035	1.3191	6.6711
Si	9.5385	1.5819	6.5183
Si	0.0366	5.6763	7.0716
As	3.8596	5.405	6.9799
Si	7.7321	5.6166	6.7951
As	1.9868	7.1046	6.9587
Si	5.7575	6.9255	6.7233
Si	9.6792	7.0122	6.929
O	6.2838	2.3559	7.9311
O	11.1501	10.1059	7.8389
O	7.6644	4.6453	8.1509
O	9.0515	2.3821	7.9315
O	9.6808	7.9828	8.3132
O	3.8819	9.909	8.0669
O	0.0299	5.0701	8.6576
O	5.7973	8.0194	7.9964
O	8.3193	10.1596	7.9067
O	5.7493	7.8926	22.3964
O	2.5105	8.9386	18.4473
O	3.6935	4.1874	22.3611
O	9.5761	2.1906	22.6799
O	1.9865	2.1937	22.8044
O	-0.0036	9.8807	22.8271
O	1.6912	7.7669	22.5854
O	6.2437	1.741	22.5662
O	-0.6342	4.4907	22.6548
Si	7.6396	-4.3273	16.6588
Si	5.1125	5.1695	12.4474
Si	1.3337	13.146	14.6891
Si	0.0467	3.5013	17.1075
Si	4.5469	6.0201	16.8386
Si	2.0986	9.8393	11.6815
Si	-0.4625	19.1177	14.7568
Si	5.7028	8.7525	21.0107
Si	9.7352	9.6133	8.5198
Si	-5.3855	-0.7641	13.9894
Si	5.584	1.072	21.2169
Si	10.2061	7.0578	12.2115
Si	-6.6968	10.7864	11.1714
Si	-1.9832	3.723	22.0974
Si	10.0374	2.4516	19.3725
Si	-2.37	9.6443	13.1226
Si	-0.7537	0.0109	11.0704
Si	-4.8561	12.6969	15.7038
Si	6.4448	2.5905	11.2363
Si	7.3402	12.0091	18.7039
Si	13.2362	-0.9051	19.275
Si	10.7577	19.4661	19.3819
Si	3.9371	8.1758	18.5971
Si	8.4004	2.8362	13.6092
Si	-0.334	2.7649	12.0657
Si	4.7416	8.8253	8.9492
Si	7.7621	8.952	18.7923
Si	7.661	3.0503	8.4976
Si	-3.8035	16.7636	13.6976
Si	11.9056	5.4006	10.2529
Si	1.902	10.1618	14.8073
Si	4.4846	-2.2496	15.8303
Si	-8.5967	-3.9427	10.825
Si	10.4853	6.2831	17.2374
Si	3.0234	13.76	21.7174
Si	0.7835	8.8806	21.8263
Si	1.3793	13.035	19.3193
Si	4.1947	14.5917	15.0888
O	0.8563	2.3565	13.125
O	7.6893	10.0197	13.3481
O	-8.7339	13.6836	14.8494
O	2.0587	10.3184	13.2135
O	1.3386	11.6152	15.2809
O	-3.7922	6.7743	15.0296
O	-3.3856	1.9476	14.973
O	4.3794	19.3079	20.1429
O	5.5205	-1.2869	10.1436
O	3.3259	9.774	15.483
O	11.6923	15.0426	11.2286
O	4.0624	-3.8302	15.6952
O	-7.2136	4.6005	13.7828
O	-0.0056	16.0522	17.1527
O	-0.3467	8.1587	20.893
O	8.2783	4.5569	22.5693
O	5.5216	3.9171	11.473
O	-1.7259	2.9362	12.9278
O	-6.029	13.7597	15.3144
O	10.1088	10.8815	12.5329
O	-7.6884	6.5631	18.2601
O	-4.6162	1.8261	17.3099
O	0.1055	9.7228	18.7848
O	7.5822	2.8917	10.1099
O	9.6427	3.6205	20.4619
O	6.9532	8.3094	20.0585
O	7.173	21.3574	18.4388
O	8.8414	1.3663	19.2596
O	-0.4801	12.5505	10.9016
O	4.085	6.156	11.6851
O	-2.4952	5.9974	12.7502
O	1.7762	9.7692	20.8824
O	5.2164	-0.4762	12.7362
O	2.0801	0.6436	19.0159
O	3.7493	7.6746	9.5436
O	5.4855	1.3316	10.8208
O	-0.2425	7.3343	13.3587
O	10.8773	6.551	10.8232
O	4.0687	1.6547	21.2549
O	9.8205	10.2645	10.0091
O	7.8893	4.2798	14.1538
O	1.8327	16.9063	10.3545
O	-4.3028	13.149	12.5697
O	4.8873	8.8708	17.4288
O	-1.3273	3.0011	17.847
O	3.277	10.7118	10.9518
O	-5.1704	6.0602	12.8378
O	-0.8986	7.1984	15.9353
O	6.1639	11.2789	15.1724
O	10.8119	7.1282	18.5749
O	-2.6759	16.6834	17.2195
O	12.4807	8.965	15.1953
O	5.6766	-0.5681	21.2837
O	9.3628	8.4415	12.0173
O	11.4575	1.7922	19.8661
O	6.1912	-5.0295	16.9544
O	1.3338	13.8696	17.9239
O	3.9465	4.5725	16.4244
O	7.7097	8.0488	17.4355
O	9.2693	-1.8066	19.3415
O	0.6595	10.1332	10.9811
O	9.9001	9.2244	14.5447
O	-5.8876	-2.0991	14.7752
O	2.1657	3.0841	20.3566
O	0.2232	3.0358	15.5602
O	2.3844	8.2335	11.6831
O	6.2976	1.5838	19.8526

Results
free energy: -166479.312 eV
free energy less fixed offsets of As -4856.12, O -568.88, Si -635.61 eV per atom: -2.392 eV

Forces (eV/angstrom), in the order of the atoms: element, x, y, z
Si	0.0024	-0.0137	-0.0035
As	-0.0015	-0.0043	0.005
As	-0.0022	0.0023	0.0122
Si	0.0072	0.0023	-0.0033
Si	0.008	0.0018	-0.0022
Si	-0.0053	0.0005	-0.0028
Si	-0.0125	-0.0144	-0.0024
Si	-0.0032	-0.0079	-0.005
Si	0.0182	-0.0155	-0.004
Si	-0.0017	0.0169	-0.0069
Si	-0.0016	0.0148	-0.0128
As	0.0011	0.0076	0.0066
Si	0.0108	0.0017	0.0025
Si	0.0003	0.0014	0.0009
Si	0.0067	0.0047	0.0027
Si	-0.0089	0.0032	0.0029
Si	-0.0061	-0.0043	0.0125
Si	-0.001	-0.0008	0.0046
Si	-0.0139	0.0038	0.0073
Si	0.0011	0.0059	0.0155
Si	-0.0055	-0.0025	0.0016
Si	0.007	-0.0076	-0.0022
Si	0.0048	0.0049	0.0025
Si	-0.0031	0.0006	-0.0051
Si	-0.001	0.0016	-0.0053
Si	-0.0005	-0.0021	-0.0021
Si	-0.0001	-0.0052	-0.0053
Si	0.0044	0.0003	-0.004
Si	-0.0005	-0.0012	-0.0039
Si	0.0011	-0.0072	-0.0022
Si	0	0.0004	-0.0028
Si	-0.0014	0.0034	-0.0013
Si	-0.0017	0.0024	-0.0008
Si	0.0016	0.0006	-0.0052
Si	-0.0013	0.0003	-0.0081
Si	0.0008	0.003	-0.0032
Si	0.0483	-0.0231	0.1892
Si	-0.0391	-0.0677	-0.0747
Si	-0.041	-0.0804	0.0428
Si	0.046	-0.2079	0.0224
Si	0.0482	-0.0851	-0.2285
Si	-0.0559	-0.1087	-0.0843
Si	0.0612	-0.0358	-0.1143
Si	-0.0148	-0.0183	-0.2143
Si	-0.0077	0.0365	0.0639
Si	-0.0044	-0.0373	0.1778
Si	0.0306	-0.0682	0.0938
Si	-0.0689	-0.0502	0.1178
Si	0.0141	-0.0528	0.0015
Si	-0.0066	0.0283	0.0181
Si	-0.0039	-0.0345	-0.0151
Si	0.0073	-0.0739	0.0405
Si	-0.0088	-0.0593	-0.0367
Si	0.0083	-0.0116	0.0025
Si	0.0024	0.122	0.0717
Si	0.011	0.1142	-0.0099
Si	-0.0155	0.0396	0.0105
Si	-0.008	-0.029	-0.0209
Si	0.0001	-0.0509	-0.0812
Si	0.0053	-0.0109	0.0205
Si	0.0082	0.1174	0.0733
Si	-0.0077	0.1195	-0.1361
Si	0.0072	0.1216	-0.1735
Si	0.0601	-0.0026	0.3846
Si	-0.0894	-0.0777	0.0215
Si	0.0247	0.0049	0.0027
Si	0.0142	0.0816	0.0153
Si	-0.1062	0.1332	-0.0855
Si	0.0892	-0.0074	0.2068
Si	0.0114	0.1074	-0.1594
Si	-0.0401	0.1086	-0.0191
Si	0.0387	0.0716	-0.1005
Si	-0.0033	-0.0012	0.0035
Si	-0.0026	0.0048	0.0008
Si	-0.003	0.0018	-0.0001
Si	0.0012	-0.0008	0.0035
Si	0.0028	-0.0016	-0.0001
Si	0.0025	-0.0017	-0.0012
Si	-0.0017	0.0037	0.0019
Si	0.0005	-0.0022	0.0031
Si	0.0016	0.0026	0.0039
Si	0.0002	-0.0019	0.0004
Si	0.005	-0.0019	0.0011
Si	-0.0012	-0.0027	0.0058
Si	-0.0001	-0.0056	-0.0047
Si	0.0001	0.0037	-0.0015
Si	-0.009	0.0019	-0.0067
Si	0.0058	-0.0044	-0.005
Si	0.0062	0.0059	0.0026
Si	0.003	-0.0031	-0.0068
Si	-0.0037	-0.0007	0.005
Si	-0.0139	0.0016	0.0048
Si	-0.0068	0.0063	-0.0061
Si	-0.0018	0.0012	-0.0047
Si	0.0038	-0.0048	-0.0077
Si	0.0133	-0.0038	-0.0093
Si	0.0056	-0.0101	0.0015
Si	0.0018	-0.0089	0.0051
Si	-0.0115	-0.0064	0.0096
As	-0.0069	0.006	0.002
Si	-0.0001	0.0042	-0.0023
Si	0.0057	0.0153	0.0056
Si	0.0065	-0.0007	0.0166
As	0.0004	-0.0071	0.0043
Si	-0.0085	-0.0091	0.0021
As	-0.0035	0.0082	-0.0075
Si	-0.0048	0.0059	-0.0026
Si	-0.0015	0.0096	0.0055
O	-0.0074	-0.0071	0.0002
O	0.0019	-0.0013	0.0054
O	0.0038	0.0096	0.0005
O	0.0119	-0.0087	-0.0086
O	0.0008	-0.0124	-0.0006
O	-0.004	0.0093	-0.0031
O	-0.0076	-0.0052	-0.0256
O	0.0077	-0.0091	-0.0039
O	0.0019	0.0015	0.0023
O	0.0019	-0.0226	0.0184
O	-0.0015	0.0013	-0.0062
O	0.006	0.0182	0.0061
O	0.0001	0.0008	-0.0013
O	-0.0038	-0.0004	0.0012
O	-0.0034	0.0138	0.0079
O	0.0101	-0.0207	0.0084
O	-0.0025	-0.0013	0.0012
O	0.0093	0.006	0.0026
Si	-0.0029	-0.0031	0.0028
Si	-0.0017	0.0043	-0.0086
Si	0.0009	-0.0001	0.0034
Si	-0.0013	0.0057	0.002
Si	-0.0002	-0.0022	0.0044
Si	-0.0004	-0.0029	-0.0119
Si	-0.0028	-0.0002	0.0011
Si	-0.0049	0.0073	-0.0138
Si	0.0019	0.0061	-0.0053
Si	0.0039	-0.0046	0.0056
Si	0.0034	0.0013	0.0039
Si	-0.0026	-0.0012	-0.0101
Si	-0.0025	0.003	-0.0125
Si	0.0046	-0.0058	-0.0002
Si	0.0019	-0.0021	0.0078
Si	-0.001	-0.0013	-0.0078
Si	-0.0043	-0.0023	-0.0116
Si	-0.0018	0.0036	-0.0019
Si	0.0009	0.001	-0.0115
Si	-0.0019	0.0023	0.0055
Si	-0.0017	-0.0017	0.0139
Si	0.0024	-0.0068	0.0161
Si	-0.0001	-0.0036	0.0085
Si	-0.0013	-0.0014	-0.0008
Si	-0.0005	0.0031	-0.0083
Si	-0.0009	0.0027	0.0012
Si	0.0023	-0.0031	0.0111
Si	-0.0037	-0.0008	0.0002
Si	-0.0002	0.0034	-0.0025
Si	0.0061	0.0036	0.0014
Si	0.0006	0.0031	0.0096
Si	-0.001	-0.0009	-0.0012
Si	-0.0017	0.0011	-0.0099
Si	-0.0016	0.0011	0.0059
Si	-0.0113	-0.0134	-0.0038
Si	-0.0067	0.0037	-0.0043
Si	-0.0034	0.0001	0.0138
Si	0.0001	-0.0022	0.0081
O	-0.0051	0.0004	-0.0036
O	0.0045	-0.0011	0.0009
O	-0.0022	-0.0013	-0.0001
O	0.0003	-0.0011	-0.0144
O	-0.0016	0.0032	0.0031
O	-0.0004	-0.0005	-0.0005
O	0.0009	0.0002	0.0004
O	0.0042	0.0012	-0.0009
O	0.0011	-0.0053	0.0068
O	0.0068	-0.0005	0.0003
O	0.0009	0.0022	0.0054
O	-0.0022	0.0001	-0.0022
O	-0.0006	0.008	-0.003
O	0.0001	-0.0042	-0.0015
O	0.0012	-0.0038	-0.0042
O	-0.0145	0.0099	0.0074
O	0.0028	-0.0121	-0.0003
O	0.0031	-0.0021	0.0041
O	0.0043	-0.0027	0.0031
O	0.0026	-0.0004	0.0004
O	-0.0016	0.0041	-0.0029
O	0.0027	-0.0012	0.004
O	0.0054	0.0033	-0.008
O	-0.0008	0.0019	0.0065
O	-0.0027	0.0011	0.0008
O	-0.0061	-0.0003	-0.0038
O	0.0001	0.0004	-0.0063
O	0.0025	0.0018	-0.0079
O	0.0002	-0.005	0.0053
O	0.0009	0.0012	0.0095
O	0.0074	0.0004	0.0035
O	0.0015	0.0002	-0.0028
O	-0.0114	0.0047	-0.0068
O	0.0011	0.0014	-0.009
O	0.0018	0.0028	0.0022
O	-0.0006	0.001	0.0087
O	0.0028	-0.0014	0.0028
O	0.0005	0.0005	0.0054
O	-0.0035	0.0042	-0.0053
O	0.0024	-0.0004	0.0098
O	-0.0016	-0.0033	0.0011
O	-0.0006	-0.006	0.0074
O	-0.0037	0.0005	0.0008
O	-0.0005	0.001	0.0003
O	-0.0021	-0.0039	-0.0026
O	0.0061	0.0025	0.0079
O	0.0034	0.0055	0.0011
O	-0.0006	-0.0016	-0.0011
O	0	-0.0016	0.0013
O	0.0015	0.0025	-0.0064
O	0.0031	-0.0025	-0.0053
O	-0.0047	-0.0045	0.0061
O	0.002	-0.002	-0.0051
O	-0.0024	0.0034	0.0073
O	-0.0002	-0.0012	-0.0089
O	0.0048	-0.0011	-0.0028
O	0.0036	-0.0035	-0.0018
O	-0.0011	0.0023	-0.0016
O	0.0004	0.0061	-0.0003
O	-0.0084	0.0075	-0.0144
O	-0.0073	0.0025	0.0059
O	-0.0014	0.0013	0.0013
O	0.0002	-0.0013	-0.0029
O	0.0063	0.0026	-0.0013
O	-0.0012	0.0012	0.0005
O	0.0026	-0.0025	0.0055
O	-0.0028	-0.0009	-0.0029

The program warned: the cutoff lies below the one the program advises for these potential files; the forces do not sum to zero within the program's tolerance; the exchange-correlation potential is rough where the density is thin.
